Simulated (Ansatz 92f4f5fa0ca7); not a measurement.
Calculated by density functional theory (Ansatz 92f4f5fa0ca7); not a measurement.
Periodic cell of 416 atoms, Si264O152, from a study of silicon, its oxide and their interface. The atomic structure is a simulated model.
Doubt: the cutoff is far below the 930 eV that the study's wrapper takes by default for these files, so forces and energies are approximate.

Settings
functional: PBE
potential files: Ansatz PAW
basis: plane waves
wave-function cutoff: 580 eV
density cutoff ratio: 5
exchange-correlation grid ratio: 1
k mesh: 1 x 1 x 1, Gamma-centred
self-consistency stop: 5e-08 eV per atom in the density residual
occupations: fixed
spin: none
net charge: 0

Cell vectors (angstrom)
a, 15.4687, 0, 0
b, 0, 12.8259, 0
c, 0, 0, 36.8735

Atoms and the computed forces on them: element, x, y, z (angstrom), force x, y, z (eV/angstrom)
Si, -0.0049, 1.1229, 34.2126, 0.0024, -0.0156, -0.0227
Si, 3.8801, 1.1203, 34.2519, -0.0011, -0.0187, 0.0107
Si, 7.7397, 1.1126, 34.2813, -0.0013, -0.004, -0.0061
Si, 11.7269, 1.1228, 34.2702, -0.0211, -0.0026, -0.0121
Si, 1.9047, 7.6145, 34.1628, -0.0097, -0.0006, -0.0126
Si, 5.7879, 7.5946, 34.1844, 0.0141, -0.0041, -0.017
Si, 9.6911, 7.5892, 34.1593, -0.0017, 0.0168, 0.0062
Si, 13.5667, 7.5894, 34.0964, -0.0081, 0.011, -0.0112
Si, 1.9336, 5.247, 34.6066, -0.265, 0.1239, -0.3406
Si, 5.8008, 5.247, 34.6066, 0.1763, -0.0761, -0.0609
Si, 9.6679, 5.247, 34.6066, 0.0627, -0.0799, -0.3016
Si, 13.5351, 5.247, 34.6066, 0.2189, -0.0985, -0.9097
Si, 0, 11.6599, 34.6066, -0.1752, -0.0764, 0.3894
Si, 3.8672, 11.6599, 34.6066, 0.112, 0.3707, 0.7277
Si, 7.7343, 11.6599, 34.6066, 0.0562, -0.3127, 0.3864
Si, 11.6015, 11.6599, 34.6066, 0.1171, -0.3228, 0.1822
Si, 0, 4.664, 35.8434, 0.0314, 0.0477, -0.0106
Si, 3.8672, 4.664, 35.8434, 0.0149, -0.0927, -0.0526
Si, 7.7343, 4.664, 35.8434, -0.02, 0.0868, 0.0415
Si, 11.6015, 4.664, 35.8434, -0.0394, -0.0035, -0.0967
Si, 1.9336, 11.0769, 35.8434, 0.0112, -0.1369, -0.1379
Si, 5.8008, 11.0769, 35.8434, -0.0139, -0.0966, -0.0912
Si, 9.6679, 11.0769, 35.8434, -0.0317, -0.0643, -0.0923
Si, 13.5351, 11.0769, 35.8434, -0.0106, -0.2288, -0.0692
Si, 0, 2.332, 36.2556, -0.0191, -0.025, -0.0424
Si, 3.8672, 2.332, 36.2556, 0.0441, 0.1472, 0.1314
Si, 7.7343, 2.332, 36.2556, -0.1633, 0.0719, 0.3594
Si, 11.6015, 2.332, 36.2556, 0.3, 0.0219, 0.3219
Si, 1.9336, 8.745, 36.2556, -0.2144, -0.0331, -0.0034
Si, 5.8008, 8.745, 36.2556, 0.0109, -0.0401, 0.0951
Si, 9.6679, 8.745, 36.2556, 0.1542, -0.0561, -0.0966
Si, 13.5351, 8.745, 36.2556, 0.0469, -0.0636, -0.3737
Si, 1.9336, 1.749, 0.6188, -0.0345, 0.0223, -0.0537
Si, 5.8008, 1.749, 0.6188, 0.0239, 0.1192, 0.0378
Si, 9.6679, 1.749, 0.6188, -0.0397, 0.0498, -0.0539
Si, 13.5351, 1.749, 0.6188, -0.0682, 0.1494, 0.0787
Si, 0, 8.162, 0.6188, 0.0648, -0.0501, -0.0391
Si, 3.8672, 8.162, 0.6188, 0.0141, -0.062, -0.0417
Si, 7.7343, 8.162, 0.6188, -0.0131, -0.0771, -0.0346
Si, 11.6015, 8.162, 0.6188, -0.014, -0.0938, -0.0726
Si, 0, 5.83, 1.031, -0.0588, 0.0084, 0.0421
Si, 3.8672, 5.83, 1.031, -0.0056, 0.1088, 0.0404
Si, 7.7343, 5.83, 1.031, 0.048, 0.0025, 0.025
Si, 11.6015, 5.83, 1.031, 0.0308, 0.0498, 0.065
Si, 1.9336, 12.2429, 1.031, -0.003, -0.0259, -0.0258
Si, 5.8008, 12.2429, 1.031, 0.0066, 0.0105, 0.0311
Si, 9.6679, 12.2429, 1.031, -0.0033, -0.0347, -0.0249
Si, 13.5351, 12.2429, 1.031, -0.0012, 0.0339, 0.0241
Si, 1.9336, 5.247, 2.2678, -0.0614, -0.0007, 0.0994
Si, 5.8008, 5.247, 2.2678, 0.0237, -0.0791, -0.1113
Si, 9.6679, 5.247, 2.2678, 0.0547, -0.054, -0.0064
Si, 13.5351, 5.247, 2.2678, 0.0968, -0.015, 0.0479
Si, 0, 11.6599, 2.2678, 0.0432, 0.0314, -0.1469
Si, 3.8672, 11.6599, 2.2678, 0.0128, 0.073, -0.0033
Si, 7.7343, 11.6599, 2.2678, 0.0872, 0.0182, 0.0958
Si, 11.6015, 11.6599, 2.2678, -0.1308, 0.0452, 0.0227
Si, 1.9336, 2.915, 2.68, 0.0373, -0.0893, -0.0398
Si, 5.8008, 2.915, 2.68, -0.0493, -0.142, -0.0537
Si, 9.6679, 2.915, 2.68, 0.0481, -0.1269, -0.1075
Si, 13.5351, 2.915, 2.68, 0.0778, -0.159, -0.0589
Si, 0, 9.328, 2.68, -0.0743, 0.1028, 0.1048
Si, 3.8672, 9.328, 2.68, -0.0268, 0.1118, 0.116
Si, 7.7343, 9.328, 2.68, -0.0009, 0.1987, 0.1085
Si, 11.6015, 9.328, 2.68, 0.0292, 0.1544, 0.1146
Si, -5.6688, 3.8385, 26.6487, -0.027, 0.0392, 0.0539
Si, 11.4209, -1.1822, 20.6794, 0.0003, -0.0035, -0.0024
Si, 3.1549, -0.3597, 26.4021, 0.0042, -0.0164, -0.0221
Si, 5.806, -3.9456, 29.9298, -0.0066, -0.0495, 0.014
Si, 5.7473, 5.5427, 28.972, -0.0043, -0.0618, -0.0603
Si, -0.0248, 9.6649, 22.4845, -0.0035, -0.0049, -0.0054
Si, 3.572, 7.5117, 27.0624, 0.0342, 0.0013, -0.0637
Si, 13.5097, 9.0415, 29.8193, -0.0044, 0.0307, 0.0097
Si, -1.8726, 0.7663, 25.3601, -0.0132, -0.0091, 0.0018
Si, 2.6058, 5.7057, 28.5076, 0.0568, 0.1042, 0.2422
Si, 10.9578, 1.9282, 17.3217, -0.0012, -0.0129, -0.0109
Si, 7.5808, 1.2846, 21.6146, -0.0052, -0.0026, 0.0073
Si, 7.4706, 8.5485, 19.9903, -0.0033, -0.0019, 0.0021
Si, 7.9753, 14.3344, 30.1523, 0.0473, -0.0107, -0.0128
Si, 0.1984, 9.1367, 25.6611, -0.0131, -0.0006, -0.0005
Si, 11.4168, 14.4899, 30.0575, -0.0502, -0.0044, -0.0062
Si, 1.9999, 0.7977, 30.7834, 0.0155, 0.026, -0.012
Si, 5.8382, 0.6983, 30.7455, -0.0177, 0.0122, -0.0012
Si, 9.7466, 0.4246, 31.2201, 0.0025, 0.0394, 0.0124
Si, 17.4436, 9.3626, 29.8178, -0.0315, -0.0228, 0.035
Si, 1.963, 11.2407, 31.2771, -0.0005, -0.0092, 0.0359
Si, 3.7742, 8.1877, 30.8757, -0.0323, 0.0212, -0.2479
Si, 9.6434, 10.8592, 31.2196, -0.0111, -0.0002, -0.0053
Si, 9.4922, 8.841, 29.7219, -0.0038, -0.0154, 0.0158
Si, -1.9642, 0.6234, 30.693, -0.0045, 0.0356, 0.0006
Si, 0.0748, 3.9277, 30.9908, 0.0064, -0.0152, 0.0133
Si, 8.496, -5.1276, 27.6801, 0.0273, 0.0136, -0.0281
Si, 12.8729, 3.7459, 25.9923, -0.019, 0.0045, 0.012
Si, -3.8888, 3.8921, 31.1179, 0.0074, -0.0111, -0.0044
Si, 5.5859, 1.1362, 25.4272, 0.0206, 0.0085, -0.0205
Si, 13.739, 5.6192, 28.2252, -0.0083, -0.0003, 0.0269
Si, 13.5099, 11.0528, 31.1881, 0.0021, -0.0444, -0.0165
Si, 3.9607, 2.1248, 30.0071, -0.0134, -0.0242, -0.0072
Si, 5.8159, -1.7654, 31.1333, 0.0013, 0.0006, 0.0106
Si, 5.9452, -5.2076, 27.8791, -0.0094, 0.015, 0.0078
Si, 9.651, 1.374, 28.3669, 0.0229, 0.0335, 0.0661
Si, 4.1662, 3.8723, 28.2564, 0.0114, 0.053, 0.1981
Si, 3.968, 5.9994, 30.3805, -0.064, -0.396, -0.3318
Si, 11.6454, 5.6255, 29.498, -0.0098, -0.004, -0.0222
Si, 11.5546, 7.7898, 30.4972, -0.0042, -0.0064, 0.0027
Si, 0.331, 5.7337, 29.4533, 0.0091, 0.0303, -0.0503
Si, 3.8912, 3.9966, 31.5259, -0.0049, 0.0575, -0.0073
Si, 7.8399, 3.6858, 31.3239, -0.0145, 0.0156, 0.0023
Si, 7.8654, 5.4373, 29.8673, -0.0287, -0.0587, -0.046
Si, 9.5644, 5.6164, 28.2415, 0.0058, -0.0087, -0.0105
Si, 7.7055, 7.6638, 30.7783, 0.0042, 0.0096, -0.0209
Si, 15.5628, 7.9306, 30.4503, 0.0251, 0.0033, -0.0053
Si, 15.494, 14.4497, 29.776, 0.0009, -0.0063, 0.0119
Si, 1.8534, 3.9042, 32.6286, 0.0116, -0.0533, -0.0148
Si, 5.8944, 3.8488, 32.6929, -0.0054, -0.0389, -0.0175
Si, 9.7548, 3.8643, 32.6407, 0.0003, -0.0274, -0.0102
Si, 13.5805, 3.9629, 32.4343, -0.0096, -0.0091, -0.0069
Si, -0.0018, 10.647, 32.5123, 0.0171, 0.0163, -0.0098
Si, 3.9046, 10.7172, 32.5308, -0.0217, 0.0546, 0.0609
Si, 7.7027, 10.5617, 32.5365, 0.0073, -0.0011, -0.0186
Si, 11.6028, 10.5145, 32.5336, -0.0008, -0.0113, -0.0152
Si, 1.946, 1.6171, 33.0212, -0.0094, 0.0134, 0.0283
Si, 5.8261, 1.5498, 33.0093, -0.01, 0.0071, 0.0343
Si, 9.7439, 1.5957, 33.2219, 0.0362, -0.0325, 0.024
Si, 13.5772, 1.6431, 32.8959, 0.0024, -0.0067, 0.0059
Si, 0.0378, 8.2768, 32.8356, 0.0012, -0.0201, -0.0123
Si, 3.8476, 8.4409, 33.1376, -0.0053, 0.05, 0.1591
Si, 7.7252, 8.2357, 33.0254, -0.008, -0.0084, 0.0222
Si, 11.6085, 8.1736, 32.8677, 0.0123, -0.0083, -0.0058
Si, 0, 2.332, 3.9167, -0.1761, 0.3141, -0.0586
Si, 3.8672, 2.332, 3.9167, 0.02, 0.069, -0.4105
Si, 7.7343, 2.332, 3.9167, 0.1163, -0.2491, -0.3374
Si, 11.6015, 2.332, 3.9167, -0.1797, -0.0472, -0.28
Si, 1.9336, 8.745, 3.9167, 0.0169, 0.3673, 0.4525
Si, 5.8008, 8.745, 3.9167, 0.0755, 0.1364, 0.2413
Si, 9.6679, 8.745, 3.9167, -0.0043, 0.239, 0.3729
Si, 13.5351, 8.745, 3.9167, 0.1245, 0.2195, 0.092
Si, 1.9186, 6.4522, 4.3308, -0.0091, 0.0059, 0.0052
Si, 5.8291, 6.4305, 4.3043, -0.0083, 0.0057, 0.0039
Si, 9.6906, 6.4471, 4.3114, 0.003, 0.0174, 0.0079
Si, 13.5509, 6.437, 4.3223, -0.0039, -0.0029, 0.0038
Si, 0.0167, 12.8182, 4.323, -0.0023, -0.0042, 0.0189
Si, 3.88, 12.8127, 4.3444, 0.0018, -0.0051, 0.0156
Si, 7.7612, 12.8103, 4.3581, -0.0052, 0.0091, 0.0046
Si, 11.5645, 12.8079, 4.3502, 0.0079, -0.0043, 0.0176
Si, -0.0073, 6.0001, 5.644, 0.0132, 0.0222, 0.0078
Si, 3.8822, 5.9684, 5.5349, -0.0104, 0.0104, -0.0041
Si, 7.7713, 5.8272, 5.5238, 0.0075, -0.0136, 0.0233
Si, 11.6156, 5.9315, 5.5647, 0.0161, 0.006, -0.0032
Si, 1.9421, 12.2238, 5.5704, 0.0061, -0.0011, -0.0165
Si, 5.8208, 12.1822, 5.5572, 0.0003, -0.0053, 0.003
Si, 9.6644, 12.1679, 5.6639, 0.0104, -0.0078, -0.0059
Si, 13.5349, 12.2235, 5.5018, -0.0161, -0.0146, -0.0085
Si, -0.0708, 3.6561, 5.8999, -0.0022, 0.0116, 0.0173
Si, 3.8338, 3.6402, 5.8457, -0.0127, -0.0074, 0.0171
Si, 7.7645, 3.5155, 5.9108, -0.0109, -0.0004, -0.0069
Si, 11.483, 3.6057, 5.8703, 0.0241, -0.0031, 0.0058
Si, 1.9654, 9.916, 6.0978, 0.0015, -0.0116, -0.0053
Si, 5.8224, 9.864, 6.0601, 0.0027, 0.0169, -0.0002
Si, 9.6976, 9.8336, 6.1039, -0.0036, 0.0166, -0.004
Si, 13.5931, 9.8966, 6.0185, 0.0016, 0.0041, -0.007
Si, 1.8933, 3.0071, 6.975, 0.0069, 0.0132, -0.0035
Si, 5.7648, 2.9536, 6.9401, 0.0101, -0.0172, 0.0063
Si, 9.6517, 2.8, 7.1202, -0.0121, -0.0275, -0.0078
Si, 15.4908, -3.296, 7.4498, 0.0081, 0.0158, 0.01
Si, -5.7685, 6.1579, 8.7312, -0.0196, 0.0091, -0.0993
Si, 3.9248, 7.0381, 7.6675, 0.008, -0.0172, -0.0065
Si, 7.7302, 9.1998, 7.3492, -0.0048, -0.0031, 0.0188
Si, 11.6994, 9.3386, 7.3431, 0.0088, 0.0041, 0.0044
Si, -1.8913, 6.4445, 9.1072, 0.0811, -0.008, 0.0389
Si, 11.3029, 3.9964, 10.6262, -0.0744, 0.1363, 0.0222
Si, 4.4585, 10.4658, 15.2134, -0.0036, 0.0099, -0.0038
Si, 11.6944, 6.9638, 7.7135, -0.003, -0.0219, -0.0502
Si, -0.1132, 13.4413, 8.7481, -0.0155, 0.0238, -0.0217
Si, 1.88, 16.7296, 9.1084, 0.0099, -0.0515, 0.0017
Si, 12.3422, 10.8014, 9.1646, 0.0023, 0.0356, -0.0454
Si, 13.3958, 15.9707, 7.0533, -0.0167, -0.0219, 0.0161
Si, 3.9185, 9.4824, 7.4433, -0.0054, 0.0279, 0.0155
Si, 4.5189, 11.4425, 12.16, 0.0171, 0.003, 0.0072
Si, 8.7488, 7.6993, 11.7987, 0.0129, -0.0674, 0.0406
Si, 15.4836, 7.1209, 7.8338, -0.0551, -0.0356, -0.0157
Si, -1.9528, 13.6794, 7.3378, -0.0076, 0.0241, -0.0017
Si, 4.3289, 11.0948, 9.3582, -0.0503, -0.0565, -0.0232
Si, 9.4736, 16.661, 9.1943, -0.0006, -0.0401, -0.0214
Si, 13.3588, 16.9157, 9.2136, 0.015, -0.011, -0.0732
Si, -4.2773, -1.9118, 12.0896, -0.0155, -0.012, 0.0001
Si, 10.481, 6.3827, 10.9051, 0.0686, -0.1965, 0.1119
Si, 7.7279, 6.8558, 7.636, -0.0035, 0.0101, -0.0219
Si, 9.6613, 0.5283, 7.7371, -0.0121, 0.0172, 0.0006
Si, 1.8794, 13.5611, 7.5001, -0.0277, 0.0194, 0.0076
Si, 3.9274, 6.2991, 13.1886, 0.0251, -0.0023, -0.0047
Si, 11.8064, 13.0463, 8.7855, 0.0233, 0.0095, -0.0292
Si, 11.9194, 5.8812, 14.439, -0.0401, -0.0482, 0.0705
Si, -0.3065, 4.5116, 12.3049, 0.0388, -0.0681, -0.0302
Si, 3.8, 2.8061, 10.0391, -0.0093, 0.0089, -0.0167
Si, 6.0319, 7.1104, 10.8908, -0.0174, -0.0526, -0.0619
Si, 7.6719, -0.2406, 14.5503, -0.0049, -0.0044, -0.004
Si, 7.5927, 13.4045, 8.9579, 0.0093, -0.0082, -0.0127
Si, 6.5934, 11.5697, 10.0767, 0.0056, 0.0381, 0.0429
Si, 5.7494, 13.5323, 7.4742, -0.0028, 0.0239, -0.0266
Si, 12.6686, 13.4562, 11.7803, -0.0085, -0.0036, -0.0157
Si, 1.5559, -3.2118, 15.444, -0.0036, 0.0032, 0.0027
Si, 7.5523, 2.7158, 10.0738, -0.008, 0.0135, 0.0245
Si, 1.2974, 6.6275, 16.6073, 0.0011, 0.0107, -0.0039
Si, 15.3247, 2.8796, 9.8829, -0.0175, -0.0003, -0.003
Si, -1.4278, 5.6295, 16.7369, 0.0311, -0.0085, 0.0133
Si, 5.696, 3.7863, 9.0899, -0.0203, -0.0177, -0.0076
Si, 6.8148, 2.1638, 13.1726, -0.0026, -0.0093, -0.0026
Si, 13.1271, 9.7404, 14.2115, -0.0153, 0.0161, -0.0014
O, 17.3598, 0.2459, 27.2572, -0.0165, 0.0158, 0.0021
O, -14.2305, -7.7249, 25.9862, -0.012, -0.0126, 0.012
O, 10.4908, 5.5302, 17.8059, -0.0013, -0.0033, 0.0042
O, 4.5356, 13.3607, 26.5481, 0.007, 0.0113, -0.0129
O, -19.0132, 17.1406, 13.9585, 0.0012, -0.0145, 0.0063
O, 10.3302, -0.0035, 20.8968, -0.0028, -0.0027, 0.0001
O, 7.6767, 21.7333, 24.847, -0.0116, 0.0131, -0.0207
O, 2.7404, 1.84, 23.0464, -0.0016, -0.0051, -0.0033
O, 11.493, 10.4452, 10.5622, -0.024, -0.0504, 0.0304
O, 14.0183, 13.3281, 21.1138, -0.0006, 0.0034, -0.0048
O, 5.2693, 29.0915, 18.8424, -0.0013, 0.0045, -0.001
O, 10.2232, 14.5052, 18.7503, -0.0093, 0.0009, 0.0106
O, 2.8716, 15.082, 18.6426, -0.0029, 0.0011, 0.0011
O, 19.8868, 20.454, 17.2374, -0.0007, -0.0037, -0.0009
O, 7.4633, 6.6929, 11.6067, -0.0613, 0.0262, 0.0088
O, -5.2071, 8.2709, 24.9534, -0.002, -0.0055, 0.0039
O, 15.7533, 9.5061, 24.0838, -0.0001, 0.0029, 0.0006
O, 1.7623, 4.1895, 22.0003, -0.0067, -0.0152, 0.0021
O, -0.0751, 4.2008, 13.8648, -0.0515, 0.026, -0.0684
O, 7.0905, -0.0989, 20.8897, 0.0005, 0.0007, -0.0009
O, -5.5464, 2.2991, 16.1094, -0.0025, 0.0038, -0.0014
O, 16.1544, 18.4948, 11.7441, -0.0289, -0.0168, 0.0071
O, 1.1747, 28.2256, 15.5928, 0.0203, -0.0138, -0.0028
O, 12.186, 13.8473, 10.2468, -0.0013, 0.0012, -0.0091
O, 6.6321, -0.816, 18.3281, 0.0015, -0.0036, 0.0032
O, -4.0689, 16.3046, 26.6145, -0.0098, -0.0016, -0.0037
O, -1.1618, 9.5018, 26.4734, 0.0156, 0.0077, -0.0217
O, 0.3584, 7.526, 25.825, -0.0046, -0.0126, -0.0071
O, 6.2435, 9.7114, 22.8209, -0.0024, 0.0015, -0.0054
O, 3.5929, 5.6072, 23.1342, -0.008, -0.0004, -0.0062
O, 2.5723, 2.2555, 12.8493, -0.015, -0.0003, 0.0135
O, 8.7611, 8.8248, 10.5621, 0.0224, -0.0318, 0.043
O, -11.9324, 11.0189, 27.0959, 0.0008, 0.0017, -0.0037
O, 8.4623, -6.4043, 24.487, -0.0008, -0.0061, -0.0024
O, 11.2387, 10.7431, 17.1449, -0.0012, 0.0011, 0.0015
O, 2.7704, -0.3266, 24.7782, 0.0082, 0.002, -0.0014
O, -4.802, 5.4321, 23.3502, 0.0037, -0.004, -0.007
O, 10.5389, 10.2985, 20.5137, -0.0019, 0.0012, -0.0036
O, 18.4481, -2.5707, 15.8466, -0.0017, -0.0014, 0.0042
O, -3.0323, -1.2879, 21.9738, -0.0024, 0.0015, -0.0004
Si, 9.9204, 6.6275, 16.7322, -0.0346, 0.0052, 0.0023
Si, -6.7183, 7.793, 25.3609, 0.0057, 0.0121, 0.0146
Si, 24.6411, 17.8996, 23.878, -0.001, 0.0092, 0.0169
Si, 9.3194, 14.827, 14.6193, -0.0156, -0.007, 0.0032
Si, 5.2075, -5.2494, 15.8098, -0.0081, 0.0088, 0.0007
Si, 2.5695, 8.2748, 21.0844, -0.0018, -0.0021, -0.0003
Si, 10.6901, -0.4016, 26.0775, -0.0075, 0.0071, 0.0218
Si, -0.5462, 1.7433, 20.5932, -0.0007, -0.004, -0.0006
Si, 5.9474, 25.5055, 17.0198, -0.0007, 0.0009, -0.0085
Si, 5.817, 17.7612, 19.1969, -0.0001, 0.0018, 0.0048
Si, 3.8004, 26.2164, 8.8388, 0.039, 0.0044, 0.0292
Si, -5.5139, 9.1231, 21.4685, -0.002, 0.0019, 0.0096
Si, 11.7841, 17.5154, 18.3119, -0.0044, 0.0033, 0.0023
Si, 19.0515, 19.8985, 18.5188, -0.0015, 0.0098, -0.0034
Si, 15.4061, -1.14, 11.5962, 0.0004, -0.0304, 0.0085
Si, 2.1376, 18.5184, 22.4793, 0.0085, 0.0094, -0.0044
Si, 1.826, 0.9835, 18.6989, -0.0038, -0.007, -0.0051
Si, 1.5082, 16.3682, 25.606, 0.0222, -0.018, -0.021
Si, -7.2906, 12.9387, 24.4661, 0, -0.0022, 0.0084
Si, 4.5282, 3.8085, 26.0079, 0.0769, 0.1286, -0.0478
Si, 2.3624, 0.6219, 12.9223, 0.0245, -0.0073, 0.0071
Si, 5.784, 18.9379, 8.8192, -0.0199, 0.0043, 0.0156
Si, 5.0337, 5.7379, 23.8273, -0.0046, 0.0051, 0.0188
Si, 5.4712, 21.1894, 22.2937, -0.0026, -0.0001, 0.008
Si, -3.1827, 5.3582, 23.4136, -0.0091, 0.0074, -0.0059
Si, 7.4791, 22.3178, 9.7431, -0.0257, 0.0405, -0.0641
Si, 4.4957, 14.8537, 18.7793, -0.0018, -0.0075, -0.0095
Si, 16.6629, 13.7737, 15.704, -0.0075, -0.0043, 0.0134
Si, 13.3535, 8.6386, 27.5075, 0.008, -0.0041, 0.0354
Si, 6.8983, 16.9221, 22.0008, -0.0012, -0.0069, 0.0034
Si, 19.368, 15.9811, 12.4067, 0.0101, -0.004, -0.029
Si, 12.489, 3.5261, 20.9251, 0.0066, -0.0066, 0.0119
Si, -4.1212, 9.3744, 25.4404, -0.011, -0.0172, -0.006
Si, 16.9315, 19.3469, 25.219, 0.0313, 0.0436, -0.0096
Si, 12.2258, 11.9349, 17.6717, -0.0037, -0.0033, -0.0045
Si, 7.5962, 6.7133, 17.3803, -0.0053, -0.0004, 0.0029
Si, -0.8128, 11.6066, 15.9314, 0.0047, -0.0052, 0.0069
Si, 10.239, 14.3537, 20.3698, -0.0015, -0.0048, 0.0025
Si, 0.5055, 16.8615, 15.3628, 0.0512, 0.0003, 0.0511
Si, 6.4816, -1.2468, 19.8836, -0.0063, 0.0026, -0.0023
Si, 18.0979, 9.6726, 27.4893, 0.0028, -0.0269, 0.0453
Si, 8.924, 9.9908, 13.7943, -0.0099, 0.0262, 0.0054
Si, 10.9867, 9.4327, 16.2115, -0.0095, 0.0079, -0.0037
Si, 1.5151, 7.0669, 11.7045, 0.0181, 0.0288, 0.0133
Si, 13.8624, 12.2816, 22.3509, -0.0011, -0.0038, -0.0007
Si, -2.7932, 21.2019, 22.889, -0.0087, -0.0001, 0.0014
Si, 3.8419, 12.5863, 20.5494, -0.0035, -0.0001, 0.0015
Si, 16.9211, 15.619, 22.7876, -0.0034, 0.0007, -0.0154
Si, 3.4669, 0.4479, 23.4873, 0.0204, -0.0062, 0.0033
Si, 11.596, 16.0026, 12.8179, -0.0257, -0.0021, -0.0153
Si, 2.0189, 19.128, 8.835, 0.012, 0.0129, -0.0403
Si, -2.7783, 19.2281, 11.5636, 0.0863, 0.3401, -0.279
Si, 0.1921, 9.5832, 12.781, 0.0204, 0.039, 0.0049
Si, 14.852, 11.1122, 9.2994, 0.0228, -0.0363, -0.0233
Si, -7.7881, -15.7231, 23.5844, 0.0017, -0.0093, 0.0147
Si, 0.5278, 1.1787, 27.3861, -0.0189, 0.011, 0.0445
O, -0.2852, 13.1018, 15.5488, -0.0061, -0.0016, -0.0062
O, 16.2161, 15.9486, 24.2255, -0.0011, 0.0042, 0.0019
O, 7.1977, 13.0314, 16.0506, -0.002, 0.002, 0.0002
O, 21.1626, 2.752, 25.5626, -0.0704, -0.0233, 0.0321
O, 13.6764, 11.2068, 14.685, -0.0063, 0.0008, -0.0131
O, 6.7194, 26.2067, 13.481, -0.0017, -0.0017, -0.0039
O, 25.5429, -0.045, 27.5717, -0.0105, -0.0246, -0.0115
O, 7.6865, 23.7978, 14.2601, 0.0005, -0.0016, -0.0023
O, 1.5218, -20.3479, 15.6439, 0.0143, -0.0125, -0.0241
O, 10.6856, -1.9836, 25.6816, -0.0045, 0.0039, -0.0013
O, 5.9155, 17.3963, 23.1761, 0.0001, -0.0024, -0.0002
O, 1.2769, -3.6215, 21.5587, 0.0003, -0.0004, -0.0014
O, 3.7692, 10.6463, 10.91, 0.0186, 0.0131, -0.0365
O, 12.0921, -2.9005, 12.9962, 0.0252, -0.0278, 0.0321
O, 16.4121, 15.4921, 26.8362, 0.0066, 0.0019, -0.0036
O, 3.1071, 8.3068, 19.5218, 0.0005, -0.0001, 0.0005
O, -3.2612, 11.9533, 19.2925, -0.0008, 0.002, 0.0069
O, 7.8457, 2.7231, 14.3506, -0.0025, 0.0045, 0.0029
O, 9.7055, 13.1279, 24.9896, -0.0177, 0.0071, -0.0275
O, 15.8979, 1.9994, 21.8502, 0.0048, 0.0043, 0.0064
O, -1.4003, 12.6265, 11.848, 0.0125, 0.012, 0.0179
O, 15.129, 24.0779, 22.2498, -0.0005, 0.0032, -0.0015
O, -1.6553, 4.3032, 27.2082, 0.0153, 0.0008, 0.0047
O, 3.8764, 8.643, 22.0167, -0.003, 0.0004, -0.0026
O, 12.8319, -8.5339, 22.3083, 0.0036, -0.0018, 0.0018
O, -11.9987, -0.448, 22.1259, -0.0023, 0.002, -0.0051
O, 8.5259, 34.1505, 13.235, -0.0146, 0.0013, -0.0004
O, 11.5197, 12.4749, 12.3786, -0.006, 0.0408, 0.015
O, 8.9617, 8.1711, 20.5824, -0.0053, -0.0036, -0.0064
O, 19.1193, 4.7093, 12.905, -0.0097, -0.0064, 0.005
O, 20.7624, 28.4017, 13.2029, -0.0153, 0.0098, 0.0008
O, 11.6986, 17.3577, 19.9203, -0.0169, 0.0058, -0.0025
O, -3.5668, 3.2511, 17.5298, 0.0076, -0.0048, -0.0157
O, -2.3299, 6.1099, 15.4809, 0.0064, 0.0097, -0.021
O, 4.9686, 18.1314, 25.4159, -0.0084, -0.0439, -0.0195
O, 1.5973, 20.8691, 15.8662, -0.0028, -0.0047, -0.0071
O, 13.8999, -9.8449, 20.2811, -0.0024, -0.0014, -0.0032
O, 16.624, 6.3049, 23.6337, -0.0064, -0.0046, 0.0099
O, 4.4405, 10.7221, 13.6053, -0.0036, -0.0055, 0.0017
O, -0.6262, 0.4842, 26.4064, 0.015, -0.0009, -0.0039
O, 4.8764, 11.365, 20.192, -0.0096, 0.0015, 0.0008
O, -3.2428, 12.9588, 25.982, 0.0101, 0.001, -0.0034
O, 27.2633, 13.3805, 17.0115, -0.0031, 0.0012, -0.0017
O, 22.1963, 7.0309, 16.0294, 0.0028, -0.0032, 0.0059
O, 2.2225, 6.3992, 17.9249, 0.0155, -0.0119, 0.0223
O, 5.3512, 9.1154, 15.3327, 0.0046, -0.0157, -0.0003
O, 4.471, 19.4442, 14.6982, -0.0046, -0.0044, -0.0042
O, 2.516, 19.9242, 12.9864, -0.0121, 0.0051, 0.0016
O, 1.7206, 0.4538, 17.1651, 0.0009, -0.0031, 0.0019
O, 9.1823, 0.3723, 14.4493, 0.0046, -0.0041, -0.0023
O, 1.1862, 25.5502, 12.0137, -0.031, -0.0156, -0.0115
O, 27.6773, 19.6743, 13.1359, 0.0236, -0.0058, 0.0881
O, 12.8031, -7.9275, 24.8714, 0.0063, 0.0087, -0.0129
O, 3.7837, 25.7098, 12.3766, -0.0228, 0.0169, 0.008
O, 17.5654, 6.71, 21.2278, -0.0047, -0.0052, 0.0023
O, 16.0393, 21.2259, 11.705, -0.0134, 0.0015, 0.0009
O, 7.4815, 2.5124, 11.722, 0.0038, -0.0006, -0.0189
O, 11.4498, 27.9442, 21.1494, -0.0008, -0.0053, 0.006
O, -0.2675, 19.5447, 17.0474, -0.0348, -0.0017, 0.0029
O, 14.048, 8.8674, 22.1239, 0.002, -0.0013, -0.0046
O, -3.6141, 8.9365, 26.9269, -0.0146, -0.0052, 0.0047
O, -8.5498, 5.3725, 18.0662, -0.0031, -0.0008, -0.0015
O, -3.0792, 9.0115, 15.4656, 0.0044, -0.0153, -0.0053
O, -9.3215, 8.6847, 10.3914, 0.024, 0.0025, 0.017
O, 7.2931, -2.6498, 20.0196, -0.0003, -0.0023, -0.0017
O, -5.8247, 23.5615, 12.5329, -0.0065, 0.0001, -0.0229
O, 25.3338, 22.6416, 15.1019, 0.0045, -0.0037, 0.0105
O, 7.4031, 7.9457, 18.4782, -0.0008, -0.0044, 0.0007
O, -22.1686, 14.8589, 20.7897, -0.0007, 0.0014, -0.0064
O, 13.6676, 5.108, 11.9969, -0.0376, -0.0696, 0.0882
O, -2.9902, 9.3074, 24.245, 0.0052, 0.0058, -0.0117
O, 22.0722, 4.9143, 20.6234, -0.0059, 0.0021, -0.0163
O, 5.6025, 7.226, 23.4742, -0.0054, -0.0014, -0.0034
O, -9.4062, 11.6853, 11.6638, -0.0096, -0.0068, 0.0104
O, 4.5298, 18.7859, 19.2684, 0.0061, -0.0101, 0.0001
O, 13.5886, 32.6698, 27.3469, -0.0006, -0.0003, -0.0017
O, 16.9016, 9.7756, 13.8246, -0.002, -0.0045, -0.0017
O, -2.0343, 28.0396, 25.299, 0.0062, -0.0026, -0.0039
O, 11.2943, 21.2004, 22.0139, -0.0032, -0.0013, -0.0072
O, 14.4077, 8.9156, 13.6391, -0.0146, -0.0219, 0.0004
O, -1.6312, 12.9716, 23.8514, 0.0004, -0.0014, 0.0018
O, 4.6421, 13.9826, 20.174, -0.0028, -0.0034, 0.0063
O, -7.0752, 17.2675, 22.5896, 0.002, -0.0048, -0.0032
O, 2.9526, 7.1633, 25.5148, -0.015, -0.0129, -0.0155
O, 2.1216, 13.1383, 14.5153, 0.0027, -0.0042, -0.0201
O, 28.4269, -6.0125, 23.2121, 0.0004, -0.0086, 0.0008
O, 14.7284, 17.0055, 16.4077, -0.0501, 0.0052, 0.0401
O, 10.4917, 19.0649, 15.2092, 0.0212, -0.0067, -0.0175
O, 5.0139, 13.5665, 23.9375, -0.0245, 0.0082, 0.027
O, -4.985, -4.6775, 17.0819, 0.0014, -0.0061, 0.004
O, 2.3251, 19.8847, 10.296, -0.0016, -0.0089, 0.0055
O, -2.3257, 18.3593, 18.068, -0.0059, 0.006, 0.0108
O, 18.5701, 3.333, 25.3126, 0.0187, 0.0044, 0.0602
O, 0.3537, 23.3, 16.1521, -0.0045, -0.0006, -0.0012
O, 17.9394, 12.6115, 19.6383, 0.0021, -0.0005, 0.0021
O, -10.5379, 6.9011, 12.0609, -0.0132, 0.0009, 0.0323
O, -6.3309, 2.4655, 27.2418, 0.0049, 0.0043, -0.0235
O, 6.5291, 2.5218, 21.7531, 0.0006, -0.0039, -0.0022
O, 13.7812, 11.6428, 17.2963, -0.0036, 0.0001, 0.0025
O, 1.3772, 9.918, 26.4468, -0.014, 0.0113, -0.022
O, 28.2214, 27.6432, 12.6892, 0.0013, 0.0014, 0.01
O, 0.3549, 1.4229, 19.2655, -0.005, 0.0007, 0.0031
O, -6.4497, -3.116, 22.6719, -0.0041, 0.0011, -0.0074
O, -8.3632, 0.5943, 25.6054, -0.0211, 0.0065, -0.0059
O, 5.0769, 1.1569, 17.5063, -0.0049, 0.0034, 0.0029
O, 20.5074, 11.6743, 16.125, -0.0057, -0.0031, 0.0002
O, 8.1012, 26.6242, 23.1106, -0.0025, 0.0014, -0.0013
O, -5.219, 2.4761, 13.3888, 0.007, 0.0022, -0.0053
O, 15.3857, 15.9078, 11.5474, -0.0038, 0.0151, 0.0361
O, 6.2684, -4.9136, 20.9229, 0.002, -0.0026, -0.0063
O, 7.7465, -1.4077, 24.1604, -0.0009, -0.0015, -0.0066
O, 9.2364, 4.0093, 25.1204, -0.0015, -0.0028, -0.0357

Results
free energy: -254268.622 eV
free energy less fixed offsets of O -568.88, Si -635.61 eV per atom: 2.178 eV

The program warned: the cutoff lies below the one the program advises for these potential files; the forces do not sum to zero within the program's tolerance; the exchange-correlation potential is rough where the density is thin.
